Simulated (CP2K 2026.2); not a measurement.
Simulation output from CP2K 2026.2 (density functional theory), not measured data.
Periodic cell of 542 atoms, Si316O206N20, from a study of silicon, its oxide and their interface. The atomic structure is a simulated model.
Doubt: the forces sum to 1.20 eV/angstrom along one axis rather than to zero, so they err by at least 0.0022 eV/angstrom per atom on average; the grid cutoff is modest.

Settings: functional PBE; method Gaussian and plane waves; basis set DZVP-MOLOPT-SR-GTH; pseudopotentials GTH-PBE; grid cutoff 350 Ry, relative cutoff 50 Ry; k points Gamma only; occupations fixed; spin none; net charge 0.

Cell vectors (angstrom)
a	16.332	0	0
b	0	16.332	0
c	0	0	33.6139

Atoms and the computed forces on them: element, x, y, z (angstrom), force x, y, z (eV/angstrom)
Si	16.126	0.346	0.003	0.088	-0.191	0.829
Si	2.497	3.198	0.14	0.186	-0.437	0.731
Si	0.158	5.352	0.231	-0.276	0.177	0.807
Si	2.423	8.415	0.14	0.127	-0.041	0.769
Si	0.302	10.681	0.009	-0.218	0.043	0.781
Si	2.917	13.317	0.345	0.042	-0.028	0.735
Si	5.355	16.147	33.351	-0.124	0.243	0.681
Si	7.865	2.882	33.579	0.143	-0.1	0.74
Si	5.703	5.132	33.592	-0.07	0.218	0.769
Si	8.551	7.923	0.169	-0.157	-0.049	0.726
Si	5.157	11.218	0.177	0.051	-0.192	0.746
Si	7.622	13.886	33.492	0.313	-0.012	0.746
Si	11.233	16.033	0.204	-0.138	-0.065	0.75
Si	13.812	2.461	0.024	-0.135	0.138	0.802
Si	10.673	5.671	33.578	0.087	-0.233	0.796
Si	13.433	8.214	33.393	0.263	-0.111	0.657
Si	11.226	10.427	0.231	0.157	0.032	0.724
Si	13.467	13.863	0.057	0.083	-0.133	0.824
Si	1.39	1.447	1.315	0.013	0.019	-0.057
Si	4.144	4.156	1.448	0.049	0.018	-0.06
Si	1.329	6.888	1.52	0.008	0.011	-0.036
Si	4.054	9.541	1.397	-0.01	-0.004	-0.032
Si	1.369	12.115	1.543	-0.016	-0.032	-0.031
Si	4.083	15.002	1.401	0.024	0.004	-0.036
Si	6.613	1.335	1.186	-0.001	-0.048	-0.045
Si	9.505	4.043	1.243	-0.011	0.008	-0.02
Si	6.861	6.742	1.295	-0.01	0.006	-0.044
Si	9.651	9.399	1.582	-0.03	-0.029	-0.01
Si	6.755	12.338	1.428	0.001	-0.006	-0.024
Si	9.435	14.875	1.167	-0.003	0.006	0.003
Si	12.359	1.295	1.479	0.02	-0.024	-0.031
Si	14.909	4.066	1.375	0.003	-0.024	-0.069
Si	12.27	6.772	1.292	-0.036	0.006	-0.054
Si	14.971	9.473	1.179	-0.019	-0.018	-0.065
Si	12.338	12.192	1.316	-0.002	0.016	-0.022
Si	15.03	15.036	1.36	0.006	0.024	-0.049
Si	0.009	2.748	2.731	0.001	0.003	0.05
Si	2.687	0.03	2.699	-0.019	0.008	0
Si	16.233	8.212	2.757	-0.018	0.013	0.029
Si	2.78	5.533	2.782	-0.022	-0.006	0.001
Si	0.009	13.615	2.73	-0.013	-0.013	0.024
Si	2.735	10.81	2.884	0.015	0.027	0.042
Si	5.407	2.664	2.727	0.015	0.018	0.017
Si	8.112	16.327	2.538	-0.022	0.023	0.01
Si	5.485	8.141	2.649	-0.003	-0.004	0.022
Si	8.19	5.386	2.712	0.036	-0.011	0.019
Si	5.44	13.679	2.817	-0.027	-0.006	0.034
Si	8.188	10.898	2.687	0.005	0.011	0.009
Si	10.884	2.711	2.647	-0.018	-0.007	0.013
Si	13.711	16.316	2.84	0.004	-0.025	0.031
Si	11.002	8.05	2.859	0.024	-0.018	0.043
Si	13.558	5.418	2.706	0.019	0.001	0.021
Si	10.836	13.532	2.6	0.002	0.022	-0.012
Si	13.695	10.856	2.672	0.034	-0.019	0.02
Si	1.387	4.114	4.067	-0.01	-0.005	-0.018
Si	4.048	1.347	4.098	0.015	-0.007	0.004
Si	1.303	9.498	4.164	0.015	-0.005	-0.018
Si	4.146	6.852	4.114	0.002	0.021	0.019
Si	1.364	14.984	4.095	0.013	0.007	0.002
Si	4.083	12.267	4.147	-0.001	0.008	-0.009
Si	6.814	4.028	4.066	-0.019	0.006	-0.01
Si	9.491	1.334	3.965	-0.022	-0.017	-0.011
Si	6.817	9.525	4.035	-0.014	0.007	0.02
Si	9.549	6.72	4.139	-0.007	0.01	-0.017
Si	6.847	15.03	4.07	0.009	-0.001	-0.022
Si	9.542	12.234	4.059	-0.003	0.026	0.001
Si	12.206	4.063	4.07	0.004	-0.002	-0.012
Si	15.038	1.378	4.158	0.01	0.003	-0.009
Si	12.326	9.525	4.098	-0.023	0.006	0
Si	14.916	6.794	4.072	0.009	0.021	-0.012
Si	12.214	14.916	4.016	0.008	0.005	-0.023
Si	14.98	12.243	4.085	-0.002	-0.019	-0.004
Si	0.026	16.327	5.51	0.001	0.016	0.011
Si	2.708	2.731	5.443	-0.021	0.013	0.007
Si	16.326	5.455	5.4	0.018	0.007	0.005
Si	2.724	8.162	5.462	-0.03	0.001	0.014
Si	16.321	10.91	5.492	0.007	0.01	0.008
Si	2.724	13.634	5.487	-0.004	-0.019	0.017
Si	5.456	0.009	5.437	0.004	-0.019	0.012
Si	8.18	2.672	5.416	0.019	-0.006	-0.001
Si	5.472	5.425	5.436	0.008	-0.004	0.003
Si	8.177	8.164	5.427	0.007	0.012	-0.001
Si	5.472	10.888	5.448	0	0.011	0.004
Si	8.191	13.627	5.397	-0.001	0.001	-0.003
Si	10.863	16.313	5.361	-0.015	-0.005	0.001
Si	13.595	2.721	5.437	0.005	0.024	0.011
Si	10.895	5.386	5.511	-0.012	-0.019	0.012
Si	13.624	8.156	5.476	0.01	-0.006	0
Si	10.908	10.886	5.422	0.012	-0.011	0.007
Si	13.569	13.583	5.43	-0.005	0.01	-0.003
Si	1.383	1.382	6.849	0.017	-0.012	0.009
Si	4.08	4.077	6.792	-0.004	-0.005	0.011
Si	1.349	6.795	6.779	0.006	-0.001	-0.005
Si	4.072	9.549	6.801	-0.02	-0.005	-0.007
Si	1.344	12.276	6.839	-0.01	-0.004	0.01
Si	4.129	14.981	6.825	0.015	0.02	0.005
Si	6.823	1.337	6.805	-0.005	0.002	-0.003
Si	9.524	4.009	6.829	0.001	-0.006	0.005
Si	6.819	6.798	6.801	-0.006	-0.009	-0.006
Si	9.526	9.557	6.791	0.019	0.01	0.011
Si	6.837	12.286	6.778	0.023	0.021	0.002
Si	9.533	14.963	6.772	-0.029	-0.026	-0.007
Si	12.22	1.332	6.766	-0.011	0.005	0.004
Si	14.973	4.098	6.764	0.008	0.012	-0.008
Si	12.266	6.798	6.829	-0.002	0.026	0.008
Si	14.958	9.528	6.83	0	-0.014	-0.001
Si	12.226	12.245	6.828	-0.018	-0.01	-0.008
Si	14.934	14.958	6.813	0.006	0	-0.005
Si	16.313	2.762	8.162	-0.008	0.014	-0.003
Si	2.774	0.018	8.176	0.01	0.005	-0.002
Si	16.324	8.149	8.144	0.022	0.018	-0.004
Si	2.698	5.445	8.132	-0.022	-0.005	0.001
Si	16.297	13.616	8.2	-0.001	-0.015	-0.005
Si	2.714	10.905	8.175	0.004	0.022	0.01
Si	5.447	2.699	8.132	0.014	-0.001	0.006
Si	8.172	16.278	8.165	0.027	0.007	0.007
Si	5.428	8.171	8.141	0.011	-0.003	-0.008
Si	8.174	5.415	8.159	0.004	-0.005	0
Si	5.512	13.633	8.194	-0.006	-0.002	-0.002
Si	8.182	10.961	8.168	-0.003	0.005	-0.01
Si	10.877	2.646	8.196	-0.029	0.012	-0.001
Si	13.566	16.329	8.174	-0.013	-0.031	-0.004
Si	10.905	8.207	8.135	-0.004	-0.007	0.007
Si	13.654	5.432	8.17	0.025	-0.007	-0.008
Si	10.853	13.619	8.178	0.02	0.02	0.014
Si	13.588	10.885	8.184	-0.004	-0.013	0.019
Si	1.332	4.14	9.53	0.007	0.008	-0.009
Si	4.143	1.351	9.56	0.018	-0.023	-0.005
Si	1.315	9.521	9.493	-0.012	-0.007	0
Si	4.047	6.802	9.485	-0.012	0.007	0
Si	1.384	14.994	9.495	-0.008	0.019	-0.03
Si	4.109	12.277	9.491	-0.002	-0.022	-0.009
Si	6.79	4.037	9.497	0.023	0.031	-0.006
Si	9.519	1.254	9.565	0.001	-0.015	-0.012
Si	6.769	9.596	9.457	-0.028	0.021	-0.011
Si	9.567	6.821	9.447	0.012	-0.014	-0.033
Si	6.87	14.969	9.637	0.01	-0.031	0.008
Si	9.502	12.319	9.617	-0.026	0.004	0.006
Si	12.286	4.04	9.482	-0.007	-0.014	-0.009
Si	14.944	1.394	9.5	-0.001	0.007	-0.005
Si	12.219	9.56	9.568	-0.021	0.009	0
Si	15.004	6.799	9.551	-0.001	-0.003	0.008
Si	12.185	14.975	9.556	0.013	0.01	-0.007
Si	14.925	12.242	9.561	0.013	0.043	-0.012
Si	0.033	0.061	10.8	0.018	-0.002	-0.014
Si	2.747	2.778	10.797	0	-0.003	-0.02
Si	0.019	5.483	10.997	0.035	-0.006	0.064
Si	2.656	8.153	10.834	0.006	-0.012	-0.011
Si	16.298	10.858	10.886	-0.012	-0.015	0.003
Si	2.776	13.652	10.838	0.01	0.016	-0.018
Si	5.5	0.005	10.991	-0.023	0.024	0.031
Si	8.11	2.611	10.844	-0.005	-0.01	-0.018
Si	5.413	5.419	10.807	0.011	-0.009	0.039
Si	8.191	8.241	10.703	0.014	-0.01	-0.01
Si	5.408	10.916	10.886	-0.001	-0.014	-0.002
Si	8.218	13.669	11.13	0.023	0.034	0.054
Si	10.839	16.256	11.033	-0.02	-0.031	0.018
Si	13.58	2.696	10.929	-0.004	-0.002	-0.004
Si	10.964	5.466	10.773	-0.006	0.036	-0.016
Si	13.607	8.161	10.86	0.014	0.01	-0.015
Si	10.867	10.953	10.955	0.031	-0.008	-0.004
Si	13.523	13.605	10.896	-0.005	-0.021	0.009
Si	1.403	1.451	12.138	0.005	0	-0.043
Si	4.053	4.089	12.228	-0.036	-0.018	-0.021
Si	1.418	6.884	12.386	0.014	0.02	0.016
Si	3.963	9.537	12.162	0.011	0.029	-0.031
Si	1.426	12.242	12.103	0.002	0.015	-0.034
Si	4.101	14.96	12.309	-0.003	0.01	-0.03
Si	6.822	1.369	12.433	0.019	-0.012	-0.028
Si	9.579	4.02	11.942	0.016	-0.003	-0.059
Si	6.832	6.87	11.957	-0.014	0.01	-0.039
Si	9.45	9.537	12.193	0.007	-0.005	-0.011
Si	6.737	12.243	12.323	-0.035	0.012	-0.044
Si	9.601	15.022	12.689	0.002	-0.033	-0.033
Si	12.227	1.305	12.325	0.049	-0.013	-0.028
Si	14.92	4.085	12.283	-0.007	-0.008	-0.028
Si	12.293	6.789	12.23	0	0	-0.044
Si	14.903	9.509	12.27	-0.029	-0.02	0.012
Si	12.169	12.327	12.398	-0.012	0.071	-0.01
Si	14.965	15.021	12.064	-0.004	0.034	-0.038
Si	0.043	2.736	13.54	0.032	0.038	0.03
Si	2.74	0.122	13.52	0.045	0.006	0.038
Si	16.299	8.28	13.715	0.033	-0.033	0.004
Si	2.846	5.444	13.715	-0.04	0.005	0.038
Si	0.019	13.626	13.291	0.001	-0.011	0.019
Si	2.657	10.919	13.589	0.024	-0.031	0.041
Si	5.364	2.794	13.685	-0.03	0.006	0.019
Si	8.19	0.2	14.035	-0.009	0.022	0.099
Si	5.401	8.107	13.295	-0.058	-0.063	0.025
Si	8.199	5.42	13.119	0.004	-0.028	-0.018
Si	5.394	13.599	13.767	-0.019	0.015	0.056
Si	8.059	10.782	13.628	-0.028	-0.039	0.059
Si	10.868	2.841	13.485	0.005	0.002	0.076
Si	13.699	16.264	13.591	-0.044	-0.014	0.082
Si	10.816	8.137	13.467	-0.026	-0.016	0.044
Si	13.639	5.49	13.707	0.054	0.016	0.036
Si	10.993	13.538	14.148	-0.011	0.008	0.081
Si	13.516	10.873	13.627	0.016	-0.029	0.03
Si	1.137	4.322	14.889	0.247	-0.169	-0.855
Si	4.131	1.283	15.063	-0.121	0.209	-0.923
Si	1.003	9.993	14.996	0.058	-0.103	-0.634
Si	4.582	6.615	14.874	-0.044	-0.336	-0.498
Si	1.16	15.157	14.598	0.056	0.004	-0.62
Si	4.22	11.915	15.032	-0.103	0.312	-0.606
Si	6.835	4.355	14.64	-0.287	0.13	-0.335
Si	9.241	2.243	15.058	0.166	-0.432	-0.669
Si	6.405	9.526	14.801	0.304	0.067	-0.662
Si	9.675	6.43	14.573	-0.016	0.251	-0.743
Si	6.981	14.735	15.137	-0.339	0.513	-0.776
Si	9.02	12.267	15.169	0.547	-0.301	-0.449
Si	11.973	4.355	14.884	0.235	-0.095	-0.738
Si	15.336	1.075	14.829	-0.179	0.181	-0.776
Si	11.986	9.543	14.888	0.059	0.176	-0.755
Si	15.269	6.612	15.017	-0.307	0.276	-0.792
Si	13.063	14.624	15.205	-0.449	-0.11	-0.691
Si	15.098	12.253	14.676	-0.076	-0.05	-0.382
Si	13.959	1.314	22.109	0.097	-0.056	-0.181
Si	7.961	5.376	19.005	-0.117	0.265	-0.297
Si	14.801	8.948	27.265	0.015	-0.011	0.214
Si	0.551	7.272	28.845	-0.042	-0.062	0.261
Si	3.026	8.537	16.991	-0.087	0.095	-0.322
Si	1.761	0.65	21.299	0.03	0.044	-0.276
Si	12.126	7.599	27.861	0.076	-0.049	0.109
Si	6.619	9.325	31.884	-0.062	0.033	0.287
Si	11.524	2.843	17.415	-0.188	-0.095	-0.281
Si	9.283	12.509	22.25	0.142	-0.075	-0.212
Si	7.159	6.897	16.342	-0.367	-0.27	-0.297
Si	10.632	4.654	20.021	-0.094	0.07	-0.256
Si	9.877	10.37	17.142	-0.236	-0.104	-0.221
Si	12.509	1.941	24.829	-0.011	0.035	-0.027
Si	4.174	11.283	17.874	-0.078	0.03	-0.231
Si	13.336	8.868	19.875	0.101	0.169	-0.136
Si	8.831	2.497	17.823	-0.067	0.06	-0.246
Si	4.318	4.107	25.908	-0.009	0.001	0.109
Si	6.797	10.806	29.295	0.09	-0.013	0.083
Si	8.608	14.031	19.511	-0.162	-0.025	-0.242
Si	15.588	16.019	19.94	-0.159	0.034	-0.244
Si	2.133	2.428	17.167	0.068	-0.009	-0.124
Si	13.999	8.42	16.993	0.092	-0.006	-0.1
Si	2.721	13.768	17.03	0.169	-0.277	-0.195
Si	7.466	0.402	23.967	-0.234	-0.099	-0.048
Si	6.763	14.618	26.005	-0.094	0.014	0.255
Si	13.221	0.109	17.926	0.141	0.094	-0.299
Si	5.223	15.657	17.207	0.023	-0.09	-0.149
Si	2.189	11.199	20.321	0.091	-0.015	-0.194
Si	13.965	13.266	26.252	0.103	0.055	-0.006
Si	0.901	3.805	19.215	0.033	-0.202	-0.274
Si	11.205	0.136	21.863	0.195	0.053	-0.111
Si	9.223	2.032	20.533	-0.21	0.114	-0.129
Si	6.375	3.111	20.571	0.214	-0.05	-0.103
Si	14.42	6.619	24.037	-0.093	-0.112	-0.156
Si	2.167	0.575	26.126	-0.033	-0.007	0.126
Si	2.544	3.148	30.722	-0.056	-0.039	0.222
Si	10.992	9.815	21.534	-0.129	0.095	-0.234
Si	5.467	9.33	24.192	0.07	0.004	0.014
Si	15.776	1.633	17.671	-0.005	-0.123	-0.068
Si	11.505	14.391	19.646	0.003	0	-0.346
Si	2.266	15.245	23.716	-0.002	0.15	0.047
Si	0.41	13.19	19.186	-0.059	0.066	-0.142
Si	6.16	5.803	27.214	-0.088	0.033	0.083
Si	15.428	12.684	31.446	0.017	-0.076	0.126
Si	6.531	6.739	22.766	-0.179	-0.011	-0.202
Si	4.679	0.017	24.97	0.22	0.108	0.247
Si	7.323	11.538	17.91	0.29	-0.093	-0.317
Si	10.645	11.545	31.297	-0.012	0.013	0.232
Si	5.156	2.529	23.475	-0.003	-0.195	-0.117
Si	8.047	5.325	24.998	-0.168	-0.013	0.076
Si	11.997	11.39	19.177	-0.003	-0.076	0.023
Si	16.23	8.855	23.258	-0.066	0.079	-0.016
Si	4.39	7.116	31.758	0.002	-0.062	0.212
Si	3.645	0.252	30.534	0.127	-0.131	0.276
Si	10.89	10.323	28.782	0.067	0.131	0.1
Si	7.145	0.579	19.038	0.019	0.012	-0.01
Si	4.197	15.476	27.766	0.23	0.144	0.045
Si	1.284	14.854	31.678	-0.03	0.203	0.069
Si	15.147	10.978	24.808	-0.212	-0.029	0.094
Si	9.801	14.954	23.89	-0.148	0.019	0.043
Si	11.943	3.804	31.423	0.09	0.016	0.346
Si	12.039	14.266	28.091	0.004	0.039	0.067
Si	11.913	8.172	23.709	-0.012	-0.096	-0.087
Si	2.529	3.993	23.672	0.022	-0.114	-0.134
Si	7.933	0.93	26.811	-0.047	-0.147	0.198
Si	7.209	11.89	24.471	0.068	0.037	0.211
Si	1.717	12.198	27.817	0.003	-0.113	0.093
Si	1.746	6.771	19.296	0.117	-0.006	-0.031
Si	12.678	6.336	21.737	0.024	-0.076	-0.178
Si	14.82	10.783	18.385	0.146	-0.087	0.13
Si	2.897	13.836	29.63	0.095	0.156	0.333
Si	8.496	16.18	29.54	0.021	0.034	0.005
Si	14.164	4.211	26.077	-0.014	0.022	0.222
Si	8.409	13.188	30.584	-0.161	0.01	0.26
Si	12.94	12.215	29.929	0.203	-0.183	0.225
Si	8.481	10.249	26.862	-0.075	0.069	0.21
Si	0.187	2.955	22.157	-0.177	0.089	-0.092
Si	9.355	2.543	24.725	0.125	-0.055	0.077
Si	1.618	12.458	24.774	0.085	-0.04	0.168
Si	7.982	8.523	18.468	-0.146	-0.174	-0.591
Si	15.27	11.5	28.542	-0.029	0.072	0.334
Si	3.46	8.407	29.309	-0.036	-0.032	0.261
Si	3.747	11.213	29.61	-0.183	-0.12	0.203
Si	9.29	14.841	27.048	-0.028	0.159	-0.026
Si	4.745	3.857	28.846	-0.101	0.037	0.091
Si	2.685	10.17	23.309	-0.13	0.048	-0.193
Si	15.202	6.609	31.208	-0.343	-0.028	0.136
Si	9.002	7.33	20.89	0.298	-0.085	-0.169
Si	5.983	1.265	29.022	-0.067	-0.2	0.031
Si	3.682	5.704	21.538	0.05	0.129	-0.247
Si	15.989	2.174	27.191	-0.068	-0.006	0.202
Si	0.044	9.03	20.155	-0.136	0.262	-0.25
Si	0.015	4.403	29.479	-0.172	0.132	0.21
Si	9.919	7.656	25.866	0.042	-0.064	0.257
Si	5.893	8.8	27.293	0.057	0.217	0.287
Si	13.777	16.228	26.777	0.124	-0.111	0.008
Si	3.538	2.843	19.989	-0.217	0.056	-0.314
Si	13.457	5.127	29.121	0.267	0.015	0.262
Si	9.862	1.541	31.622	-0.125	0.061	0.269
O	12.295	14.926	33.217	-0.043	-0.051	-0.443
O	0.194	13.817	31.072	-0.169	-0.027	-0.455
O	13.182	8.219	18.375	-0.398	-0.149	0.194
O	15.19	9.866	25.992	0.331	-0.068	-0.072
N	10.012	2.414	16.607	0.242	-0.15	0.235
O	14.042	12.171	25.032	-0.516	-0.096	-0.365
O	10.092	13.475	23.284	0.613	-0.251	0.222
O	14.505	5.549	25.24	0.226	0.068	0.051
O	2.681	15.864	27.263	-0.4	-0.232	0.174
O	13.412	8.154	27.047	0.17	0.092	-0.474
O	3.035	7.537	32.529	-0.142	-0.169	-0.26
O	0.859	1.508	22.31	-0.196	-0.074	0.744
O	9.987	12.915	30.781	0.273	0.507	0.027
O	16.124	11.482	32.295	0.12	-0.026	-0.357
O	11.989	12.858	19.863	0.291	-0.17	0.567
O	12.249	11.795	31.331	0.321	0.248	0.446
O	5.751	5.107	28.627	0.449	0.208	0.367
O	11.412	5.114	32.227	-0.063	0.099	-0.563
O	8.233	14.653	29.979	-0.065	-0.054	-0.247
N	14.891	5.245	30.1	-0.016	-0.129	0.039
O	9.583	6.819	33.129	0.064	-0.049	-0.484
O	0.382	7.621	19.457	-0.49	-0.18	-0.257
O	13.101	3.093	32.312	0.083	-0.152	-0.469
N	7.508	16.154	25.567	-0.03	-0.023	-0.069
O	14.27	13.368	32.347	0.127	-0.104	-0.368
O	12.259	9.353	33.09	-0.27	0.13	-0.399
O	3.05	11.344	28.147	0.279	-0.385	-0.531
N	2.379	3.009	18.743	0.14	-0.005	0.096
O	8.371	1.726	23.711	-0.133	0.071	-0.39
O	14.017	7.491	31.987	0.077	-0.12	-0.602
O	15.962	7.882	27.652	0.178	-0.002	-0.384
O	7.984	8.879	32.598	0.309	0.182	-0.445
O	7.783	12.043	29.633	0.107	-0.006	-0.407
O	10.972	6.961	26.906	-0.055	-0.393	-0.247
O	3.989	9.695	17.584	0.514	-0.115	0.43
O	5.109	2.646	19.64	0.094	-0.368	-0.613
O	3.862	14.838	17.509	-0.214	0.065	0.42
O	1.742	9.278	16.291	-0.142	-0.179	0.21
O	5.717	11.794	17.826	-0.086	0.523	0.153
O	1.145	5.343	18.843	-0.211	0.128	-0.494
O	9.389	8.905	17.682	0.237	-0.274	-0.035
O	0.737	5.649	28.682	0.471	-0.164	-0.309
O	7.261	9.996	18.457	-0.521	-0.098	0.445
O	14.943	1.774	16.272	-0.27	0.491	0.381
N	14.854	0.435	18.535	0.081	-0.081	0.184
O	9.733	1.806	19.014	0.367	-0.484	-0.136
O	10.666	11.189	18.292	-0.216	0.388	0.236
O	8.162	13.632	15.243	0.23	-0.078	-0.093
O	1.664	13.771	23.86	-0.201	-0.038	-0.352
O	8.063	8.316	20.042	-0.185	0.459	0.438
O	15.822	7.423	23.909	0.414	-0.491	0.075
N	7.495	1.808	20.308	-0.088	-0.121	0.228
O	3.539	2.766	23.185	-0.139	-0.341	-0.17
O	7.988	12.015	23.065	-0.257	-0.365	-0.23
O	12.904	8.606	15.831	0.243	-0.563	0.177
O	6.61	1.517	27.54	-0.088	0.404	-0.289
O	12.406	3.639	16.291	0.665	0.133	0.204
N	3.476	12.261	16.61	-0.159	-0.051	0.313
O	0.662	3.705	20.806	0.181	0.378	0.309
O	11.328	15.067	21.087	-0.247	-0.431	0.568
O	7.813	12.83	18.772	0.01	0.244	0.059
O	7.957	3.301	15.312	-0.03	0.045	0.546
O	0.062	5.473	15.3	0.151	-0.103	0.475
O	10.982	15.977	23.402	0.231	0.33	0.142
O	7.631	1.4	17.679	-0.11	-0.142	-0.391
O	10.805	5.453	15.236	0.002	-0.072	0.285
O	9.855	0.902	21.452	-0.183	-0.061	0.174
O	5.192	6.287	21.886	0.032	0.24	-0.169
O	0.987	1.267	17.247	0.247	-0.455	-0.005
O	15.838	12.034	18.452	-0.098	-0.037	-0.104
O	8.338	15.492	23.291	-0.259	-0.365	-0.532
N	12.101	10.038	20.232	-0.096	-0.036	0.029
O	12.444	1.141	21.49	-0.183	0.187	-0.34
O	16.324	16.138	15.2	0.016	0.043	0.549
O	10.082	14.321	18.863	0.023	0.051	-0.526
O	8.373	4.063	18.082	-0.072	0.202	-0.111
O	10.132	8.426	21.335	-0.018	-0.206	0.402
O	7.867	15.496	19.455	0.013	-0.053	0.078
O	10.703	2.823	31.184	-0.035	0.005	-0.658
O	3.044	1.505	20.8	0.407	-0.167	0.296
O	6.012	10.854	24.142	-0.17	0.309	-0.091
O	5.56	2.695	29.617	0.101	0.182	0.35
O	0.505	11.236	28.281	0.211	-0.639	-0.096
O	16.149	7.576	30.288	0.364	0.435	0.028
O	11.563	6.855	22.802	-0.529	-0.212	0.098
O	10.855	10.28	15.838	-0.037	0.459	0.074
N	5.212	15.351	26.369	0.054	-0.089	-0.157
O	5.086	0.196	15.821	0.553	-0.328	0.01
O	14.91	2.663	22.012	-0.253	0.308	-0.104
O	1.564	3.676	16.308	-0.071	0.053	0.371
O	14.967	9.739	17.121	0.44	0.174	-0.163
O	2.766	11.448	24.285	0.542	0.163	0.175
O	1.04	3.772	30.593	-0.274	-0.136	0.288
O	8.67	6.779	15.786	0.159	0.341	0.309
O	8.833	13.442	21.005	0.146	0.04	0.312
N	2.57	15.216	30.575	-0.065	0.057	-0.244
O	5.641	0.116	18.565	-0.52	-0.032	0.452
O	1.585	13.503	28.753	-0.481	0.538	-0.084
O	12.391	1.52	17.863	0.227	0.175	0.158
O	13.525	1.373	23.677	0.204	-0.297	0.259
O	13.344	7.797	24.346	0.238	0.549	0.272
O	6.647	13.378	24.93	-0.454	-0.032	-0.049
N	14.657	12.08	30.037	-0.121	-0.076	-0.154
O	3.455	4.114	29.786	-0.007	0.428	-0.214
O	5.964	3.112	22.169	0.054	0.327	0.087
O	2.668	10.714	21.777	0.04	0.052	0.216
O	15.972	3.058	18.474	-0.123	0.396	0.1
O	6.838	5.688	23.971	-0.468	-0.195	0.223
O	6.915	4.598	20.064	-0.434	0.115	0.077
O	2.586	7.494	18.127	-0.018	-0.338	0.086
O	11.932	9.522	22.824	0.201	0.409	0.475
O	10.117	11.185	21.741	0.008	0.031	-0.231
O	11.379	8.82	28.576	-0.007	-0.096	0.148
O	1.559	13.675	18.153	-0.161	0.312	0.043
O	15.784	14.403	19.713	-0.242	-0.238	0.064
O	0.931	3.761	23.374	-0.176	-0.065	0.355
O	14.6	10.028	28.448	-0.127	-0.069	0.425
O	8.876	2.095	26.209	0.098	0.396	0.311
O	10.427	14.252	28.03	-0.188	-0.191	0.169
N	8.575	11.394	16.656	-0.099	-0.079	0.081
O	9.82	3.506	20.901	-0.206	0.026	0.707
O	0.781	0.276	20.05	0.106	-0.175	-0.438
O	11.217	3.933	18.644	0.29	-0.003	0.114
O	14.781	0.103	21.327	0.098	-0.364	0.427
O	5.332	10.691	15.289	0.058	0.164	0.434
O	13.31	11.353	18.23	-0.109	0.159	-0.452
N	14.864	9.721	19.76	0.071	0.06	0.366
O	12.535	13.717	29.52	-0.133	0.383	0.198
O	2.004	7.979	28.768	0.015	0.224	-0.213
N	6.065	5.772	15.53	0.043	0.041	0.175
O	5.355	3.396	24.854	0.568	0.165	0.22
O	16.036	3.088	28.55	-0.107	-0.394	0.002
O	16.292	11.263	15.353	0.065	0.095	0.176
O	13.952	5.858	22.651	0.283	-0.293	0.071
O	6.801	4.03	33.062	0.035	-0.074	-0.222
O	3.62	4.273	20.765	0.063	-0.092	-0.126
O	1.821	12.767	26.331	-0.011	0.349	0.047
O	3.434	11.533	19.316	0.057	0.354	0.352
O	6.474	14.742	16.713	0.098	-0.532	0.611
O	3.431	1.932	16.384	0.001	0.318	0.348
O	2.749	6.68	20.599	0.036	0.352	0.194
O	1.975	14.075	32.894	-0.304	0.054	0.061
O	1.996	14.344	15.72	0.127	-0.145	0.063
O	12.589	15.34	18.927	0.168	-0.309	0.038
O	1.216	12.504	20.423	-0.225	0.233	0.417
N	4.634	0.216	29.074	-0.019	-0.048	-0.221
N	7.4	6.833	18.053	-0.01	-0.12	0.309
O	6.962	9.584	30.346	0.381	-0.233	-0.285
O	7.861	14.008	27.062	-0.261	-0.354	0.186
O	7.972	6.771	22.005	0.176	-0.147	0.138
O	5.562	8.145	32.129	-0.02	0.117	0.169
O	8.488	2.077	32.297	-0.04	-0.331	-0.309
O	9.071	6.559	25.088	0.246	0.015	-0.211
O	12.964	3.408	25.354	-0.474	0.238	0.051
O	2.141	15.679	22.162	-0.045	-0.622	-0.338
O	1.505	16.189	24.82	-0.534	-0.022	-0.089
O	11.947	5.224	20.814	0.237	-0.246	0.158
O	6.758	8.488	16.065	-0.024	0.119	0.555
O	14.846	7.131	16.516	0.158	-0.125	0.721
O	8.882	8.738	26.45	-0.363	-0.098	-0.088
O	4.569	0.248	31.94	0.118	0.307	-0.206
O	14.886	12.61	27.417	0.222	0.057	-0.225
N	5.751	0.885	23.863	0.121	-0.048	-0.079
O	4.257	3.372	27.364	-0.284	-0.287	-0.08
O	6.317	8.239	23.352	0.047	0.282	0.108
O	5.486	8.923	25.747	-0.187	-0.028	-0.128
O	7.16	0.665	29.935	-0.284	0.316	0.432
O	0.178	11.796	24.656	-0.087	0.29	0.011
O	9.76	10.8	27.716	0.124	0.459	-0.039
O	1.27	4.228	33.521	0.034	0.161	-0.145
O	4.511	8.799	28.146	-0.057	0.097	-0.261
O	8.196	11.239	25.601	0.184	0.059	-0.089
O	6.549	7.334	27.498	0.464	-0.203	-0.021
O	14.154	13.389	15.503	0.006	-0.153	0.299
N	9.418	5.932	19.866	0.192	0.225	0.068
O	9.893	14.887	25.523	0.163	-0.02	0.06
O	3.844	15.28	24.077	0.188	-0.257	-0.297
O	3.225	12.483	30.488	0.098	0.119	0.315
O	4.065	7.182	30.184	0.22	-0.517	-0.312
O	9.658	0.56	30.377	0.448	-0.089	-0.362
O	2.697	1.57	30.345	-0.229	-0.192	-0.148
O	3.886	7.622	15.965	0.033	0.158	0.072
O	4.027	12.3	33.289	-0.104	0.115	-0.586
O	10.726	0.668	32.637	-0.047	0.327	0.025
O	0.013	8.645	21.692	-0.143	-0.165	0.24
O	15.106	10.025	23.495	-0.369	0.169	-0.476
O	7.412	5.072	26.477	0.251	-0.298	0.234
O	1.377	9.308	23.729	-0.006	-0.354	0.345
N	7.009	10.068	27.76	-0.086	-0.029	-0.21
N	8.834	16.293	27.872	0.27	0.148	-0.147
O	12.458	4.159	29.942	-0.24	-0.127	-0.494
O	10.927	2.199	24.468	-0.051	0.067	-0.227
O	13.238	7.609	20.881	0.274	-0.014	0.156
O	7.813	13.091	32.086	0.031	-0.335	-0.163
O	12.722	0.804	25.949	-0.365	-0.098	0.065
O	3.986	9.271	23.56	0.089	-0.417	-0.391
O	3.361	9.761	30.23	-0.189	0.042	0.321
O	14.993	0.872	27.286	-0.026	-0.294	0.397
O	2.83	4.158	25.259	-0.606	0.171	0.433
O	1.263	10.011	19.71	0.167	0.039	-0.556
O	14.359	14.86	26.02	0.58	0.181	-0.61
O	13.099	15.641	16.497	-0.022	0.384	0.128
O	1.386	9.536	33.144	-0.122	-0.064	-0.253
O	0.519	16.16	32.239	-0.025	0.242	-0.746
O	10.818	8.474	24.82	-0.132	0.636	0.02
O	6.571	15.079	33.053	0.01	-0.051	-0.133
O	1.135	1.641	26.761	0.138	0.061	0.191
O	4.107	14.066	28.569	0.353	-0.374	-0.299
O	4.912	5.673	32.26	-0.047	-0.133	-0.436
O	5.947	10.667	32.476	0.201	0.116	-0.386
O	12.824	15.682	27.974	0.04	0.306	0.492
O	3.092	3.103	32.246	0.421	-0.06	-0.271
O	8.974	4.09	24.523	0.259	0.098	-0.444
O	14.969	1.407	33.133	0.023	0.031	-0.406
O	4.868	5.61	26.232	-0.437	0.467	-0.109
O	10.2	11.119	32.768	-0.472	0.363	-0.178
O	15.44	3.208	26.071	0.321	0.193	-0.433
O	10.25	10.369	30.269	-0.409	-0.455	0.153
O	12.459	13.336	26.823	-0.536	-0.286	-0.432
O	5.318	11.393	29.441	0.09	0.439	-0.276
O	12.196	11.295	28.79	0.111	0.154	-0.443
O	16.061	6.004	32.427	0.23	0.16	-0.359
O	2.968	5.388	22.958	-0.057	0.325	0.172
O	3.62	1.134	25.564	0.212	0.339	-0.065
O	12.685	6.548	28.958	-0.316	0.229	0.564
O	13.769	4.585	27.617	0.105	-0.022	-0.176

Results
total energy: -129551.967 eV
total energy less fixed offsets of N -271.95, O -438.35, Si -107.03 eV per atom: 8.613 eV
